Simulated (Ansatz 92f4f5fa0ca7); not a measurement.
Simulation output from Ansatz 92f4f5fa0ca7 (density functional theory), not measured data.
Periodic cell of 222 atoms, Si131O89As1H1, from a study of silicon, its oxide and their interface. The atomic structure is a simulated model.
Doubt: the cutoff is far below the 930 eV that the study's wrapper takes by default for these files, so forces and energies are approximate.

Settings: functional PBE; potential files Ansatz PAW; basis plane waves; wave-function cutoff 580 eV; density cutoff ratio 5; exchange-correlation grid ratio 1; k mesh 1 x 1 x 1, Gamma-centred; self-consistency stop 5e-08 eV per atom in the density residual; occupations fixed; spin none; net charge 0.

Cell vectors (angstrom)
a 10.938 0 0
b 0 10.938 0
c 0 0 32.48

Atoms: element, x, y, z (angstrom)
Si -0.2826 0.2477 25.0202
Si 5.7335 -0.2658 24.9047
Si 2.4133 2.9699 25.0604
Si 8.4056 2.3915 24.9644
Si 0.2105 5.1377 25.0377
Si 5.1153 5.6183 24.9436
Si 2.9603 7.8748 24.9358
Si 7.9074 8.4211 24.9127
Si 1.2846 1.3784 26.3899
Si 6.8446 1.2778 26.3348
Si 4.0168 4.1087 26.3779
Si 9.5389 4.0075 26.3387
Si 1.3649 6.7761 26.3126
Si 6.7625 6.8106 26.2532
Si 4.1117 9.5198 26.253
Si 9.5017 9.5527 26.2923
Si 2.7376 -0.0152 27.6496
Si 8.2079 -0.0266 27.7228
Si -0.0252 2.7359 27.7549
Si 5.4651 2.7206 27.6572
Si 2.7126 5.4802 27.7404
Si 8.1819 5.4642 27.6408
Si -0.0103 8.1975 27.6411
Si 5.4634 8.1937 27.6897
Si 4.1018 1.3673 29.0617
Si 9.5708 1.3673 29.0617
Si 1.3673 4.1018 29.0617
Si 6.8362 4.1018 29.0617
Si 4.1018 6.8362 29.0617
Si 9.5708 6.8362 29.0617
Si 1.3673 9.5708 29.0617
Si 6.8362 9.5708 29.0617
Si 0 0 30.429
Si 5.469 0 30.429
Si 2.7345 2.7345 30.429
Si 8.2035 2.7345 30.429
Si 0 5.469 30.429
Si 5.469 5.469 30.429
Si 2.7345 8.2035 30.429
Si 8.2035 8.2035 30.429
Si 1.3673 1.3673 31.7962
Si 6.8362 1.3673 31.7962
Si 4.1018 4.1018 31.7962
Si 9.5708 4.1018 31.7962
Si 1.3673 6.8362 31.7962
Si 6.8362 6.8362 31.7962
Si 4.1018 9.5708 31.7962
Si 9.5708 9.5708 31.7962
Si 2.7345 0 0.6835
Si 8.2035 0 0.6835
Si 0 2.7345 0.6835
Si 5.469 2.7345 0.6835
Si 2.7345 5.469 0.6835
Si 8.2035 5.469 0.6835
Si 0 8.2035 0.6835
Si 5.469 8.2035 0.6835
Si 4.1018 1.3673 2.0507
Si 9.5708 1.3673 2.0507
Si 1.3673 4.1018 2.0507
Si 6.8362 4.1018 2.0507
Si 4.1018 6.8362 2.0507
Si 9.5708 6.8362 2.0507
Si 1.3673 9.5708 2.0507
Si 6.8362 9.5708 2.0507
Si 0 0 3.418
Si 5.469 0 3.418
Si 2.7345 2.7345 3.418
Si 8.2035 2.7345 3.418
Si 0 5.469 3.418
Si 5.469 5.469 3.418
Si 2.7345 8.2035 3.418
Si 8.2035 8.2035 3.418
Si 1.4102 1.3219 4.7473
Si 6.856 1.3813 4.8393
Si 4.135 4.1225 4.7565
Si 9.558 4.0956 4.7922
Si 1.3813 6.8697 4.802
Si 6.8274 6.8488 4.7693
Si 4.1189 9.5644 4.8609
Si 9.5363 9.6285 4.7467
Si 2.7299 -0.0057 6.2386
Si 8.2586 0.0349 6.2249
Si 0.0718 2.7191 6.0526
Si 5.5433 2.8462 6.1652
Si 2.8468 5.5413 6.1185
Si 8.1548 5.4642 6.1456
Si -0.0232 8.3026 6.0659
Si 5.578 8.2398 6.2361
Si 3.8529 1.7896 7.3602
Si 9.9597 1.1547 7.4743
Si 1.6175 3.9614 7.3177
Si 6.6959 4.3376 7.7098
Si 4.4822 6.5879 7.5239
Si 9.3179 7.1335 7.3034
Si 1.0787 9.7458 7.5882
Si 7.1966 9.3872 7.6301
O 1.3283 4.0633 24.3968
O 6.8303 9.553 24.3002
O 2.6679 2.8209 7.8851
O 8.2663 8.1881 8.0448
O 5.5325 5.4483 8.1936
O 0.0291 -0.0118 8.162
O 4.0631 6.7684 24.3277
O 9.5673 1.3396 24.3586
O 1.5286 8.8027 8.9121
O 1.0726 4.6255 8.7183
O 9.4092 2.0695 8.7186
O 6.8454 10.0514 9.12
O 4.6055 1.4895 8.8078
O 3.7571 7.3521 8.7933
O 7.4302 3.7371 9.0991
O 10.0605 6.4454 8.5753
O 3.1138 2.2291 23.7833
O 5.1453 0.5206 23.5724
O 7.5902 2.8985 23.621
O 10.3782 5.7582 23.7268
O 8.6006 7.7275 23.5805
O 2.2279 8.4922 23.5888
O 5.5837 4.706 23.6466
O 0.4792 10.5079 23.7336
Si 3.0345 8.5942 9.5493
Si 7.2565 4.653 14.1331
Si 1.1465 -1.2173 13.3152
Si 3.8278 1.1378 22.8164
Si 6.2203 0.3561 15.7837
Si 1.9582 1.8457 16.8703
Si 1.6261 9.7984 22.8253
Si 3.9758 10.4071 13.9969
Si 0.5172 7.1192 12.0141
Si -2.02 7.258 13.6796
Si 5.7986 0.0393 18.8709
Si 4.6444 6.048 14.3759
Si 11.5707 10.1002 20.0511
Si 6.4052 -0.9717 10.6824
Si 4.0474 11.4803 9.984
Si -1.202 8.57 18.2714
Si -0.0029 -2.8288 15.5674
Si 0.8088 3.051 14.1447
Si 1.6903 5.885 14.5403
Si 6.8427 4.0952 22.7995
Si 6.8347 3.282 16.5747
Si 8.8145 3.1335 9.7932
Si 4.6505 8.1993 12.0597
Si 4.4024 -3.723 17.2284
Si 2.356 1.3348 12.3849
Si -6.8358 4.1391 17.8971
Si -2.9501 -0.6008 13.3333
Si 6.9327 8.3297 18.9037
Si 5.2621 2.6568 20.4593
Si 8.937 6.4394 19.9631
As 11.4244 2.2762 19.6267
Si 10.8728 5.4413 9.5287
Si -1.914 3.7002 18.587
Si -1.804 -4.5852 22.8743
Si 2.9947 10.0326 17.9192
Si 8.9027 2.3089 12.8184
O 4.9399 7.0225 15.6717
O 2.5391 0.298 16.8711
O 7.7181 4.344 15.6812
O 0.774 8.7393 12.0555
O 2.5894 -1.399 14.0829
O 3.4084 8.5537 17.2954
O -1.2357 2.5519 19.5694
O 5.2733 11.1173 10.9718
O 1.5874 6.4541 13.0312
O 0.7211 6.3781 10.6014
O 6.4761 -1.2259 19.657
O 7.537 7.2989 20.0161
O -7.29 0.892 13.2768
O -2.3776 4.9068 19.5795
O 8.1606 8.7108 17.8673
O 7.7584 6.1289 13.6542
O 4.2037 -0.2489 18.7853
O 12.3493 3.4555 20.2804
O 2.8218 -0.0933 22.4989
O -6.0095 9.4206 13.1276
O 6.3187 3.5258 21.3599
O 4.4895 3.6729 19.4253
O 3.2069 5.3749 14.7239
O 0.5518 0.7567 20.4894
O 0.9475 -1.6402 21.4289
O 7.509 10.3885 11.7774
O 5.8811 8.4195 10.99
O 5.6359 4.7798 14.1432
O 1.7823 9.7682 18.9642
O 0.7527 4.5762 14.7255
O -0.2141 -2.1464 17.0105
O 3.6653 10.07 9.2545
O -2.4492 8.7911 13.4309
O 5.4358 14.9081 16.9835
O 9.9296 6.8169 12.4866
O 1.2837 2.0859 15.3909
O 7.1332 -0.4516 14.7182
O 0.7344 1.7703 17.9701
O 1.1077 11.231 12.6906
O -0.9848 7.0493 18.8319
O 7.9113 5.3081 22.6859
O 0.1022 -1.5736 14.5173
O 6.4321 0.0169 17.3584
O -5.2312 7.6003 18.1323
O 4.7056 -0.1274 15.3885
O 1.8656 2.8102 12.8905
O 4.2175 1.8942 21.44
O 10.1283 -1.2748 19.4225
O 9.7029 6.6273 21.3799
O -0.6571 2.845 13.4963
O 2.8126 1.2542 10.816
O 7.7295 3.3753 13.2541
O -4.8995 1.461 19.6273
O 1.2789 7.0879 15.5728
O 3.7559 -5.169 17.7782
O -3.212 2.9885 17.9031
O 4.6517 -4.0946 12.944
O 8.891 0.7677 13.3795
O 6.5193 1.9579 15.6693
O 3.2652 8.308 11.1707
O 9.818 4.3713 10.1496
O 8.7311 2.2987 11.1941
O 2.9791 3.079 17.2831
O -1.2938 -3.7468 15.1468
O -0.7962 4.1721 17.4977
H -1.0919 4.6101 16.6812

Results
free energy: -138760.522 eV
free energy less fixed offsets of As -4856.12, H -15.97, O -568.88, Si -635.61 eV per atom: 6.798 eV

Forces (eV/angstrom), in the order of the atoms: element, x, y, z
Si -0.0406 0.0592 -0.2503
Si 0.0383 -0.1068 -0.1197
Si -0.1429 0.0214 -0.2516
Si 0.1299 -0.1683 -0.2064
Si 0.0311 -0.1779 -0.3316
Si -0.1268 0.076 -0.0521
Si 0.0324 -0.0201 -0.2178
Si -0.0896 0.0402 -0.1528
Si 0.0489 -0.0267 -0.2528
Si -0.0557 0.0358 -0.1829
Si 0.0318 -0.0414 -0.2226
Si -0.0078 0.0577 -0.2678
Si 0.0134 0.0215 -0.1768
Si -0.0017 -0.0078 -0.2393
Si -0.0314 -0.0004 -0.2207
Si -0.0018 0.0206 -0.1851
Si 0.0481 -0.0131 0.021
Si 0.0408 0.0183 0.0934
Si -0.014 0.012 0.0705
Si 0.049 0.0153 0.0535
Si 0.0014 0.0141 0.1186
Si 0.0333 0.0641 0.0466
Si 0.0315 0.0322 0.081
Si 0.0099 0.0075 -0.0403
Si -0.009 -0.1047 -0.2946
Si -0.1409 -0.1699 0.3871
Si -0.122 0.0641 0.3899
Si -0.0646 -0.0431 -0.3118
Si -0.006 0.0993 0.1926
Si -0.0711 -0.0628 -0.4046
Si -0.0271 -0.0922 -0.3628
Si -0.0764 -0.1701 0.147
Si -0.0487 0.0372 -0.0117
Si -0.0241 -0.0381 -0.0182
Si -0.0572 0.0013 -0.0317
Si 0.0141 -0.0742 -0.0052
Si 0.0151 -0.0618 -0.0047
Si -0.0354 0.0115 -0.0238
Si 0.0338 -0.0365 -0.0074
Si -0.0574 -0.0085 -0.0233
Si 0.0393 -0.0151 -0.0092
Si -0.011 0.0463 -0.0249
Si 0.0038 -0.0228 -0.0152
Si 0.0057 0.0584 -0.0269
Si -0.0462 0.0105 -0.0278
Si 0.0444 -0.0154 -0.0039
Si -0.0257 0.0255 -0.0218
Si 0.03 -0.0293 -0.0113
Si 0.0072 -0.0093 0.0306
Si 0.006 0.0256 0.019
Si -0.0509 0.003 0.0016
Si 0.0117 -0.0382 0.022
Si -0.0068 0.0349 0.0152
Si 0.01 -0.0561 0.0312
Si 0.0388 -0.0366 0.0213
Si -0.0606 0.0234 0.0009
Si -0.0122 0.1002 0.0077
Si 0.0887 0.0264 -0.006
Si 0.0076 -0.0135 0.0373
Si 0.0082 0.047 0.0157
Si 0.0557 -0.0234 -0.0016
Si 0.0246 0.0699 0.0131
Si -0.0206 0.0307 0.0165
Si 0.009 -0.0614 0.0105
Si -0.0214 0.1129 -0.4008
Si 0.026 0.0443 0.5131
Si 0.2947 -0.0865 -0.1224
Si -0.0251 -0.0794 0.0766
Si 0.0496 0.0792 0.2747
Si 0.0037 0.255 -0.3852
Si 0.2145 0.1773 0.1916
Si 0.0064 0.0181 -0.1702
Si 0.071 -0.03 0.0016
Si -0.0502 -0.0572 -0.0705
Si -0.0253 0.01 -0.1122
Si -0.0085 -0.0028 0.0041
Si -0.0494 -0.0726 -0.0928
Si 0.0079 -0.0419 0.0276
Si -0.0323 -0.0585 -0.0383
Si -0.0561 -0.0231 -0.1033
Si -0.0106 0.0172 0.2612
Si 0.0896 0.069 0.1604
Si -0.0496 0.0323 0.1443
Si -0.0004 0.0395 0.1789
Si 0.0099 -0.0138 0.1269
Si 0.0259 -0.0044 0.2364
Si 0.0739 -0.0866 0.2164
Si -0.0104 0.0204 0.1549
Si -0.0111 0.0051 0.1454
Si 0.0753 0.0251 0.2439
Si 0.0998 -0.0466 0.3566
Si -0.0018 0.109 -0.0253
Si 0.044 -0.1313 0.0968
Si 0.0286 -0.0752 0.2402
Si -0.1263 0.1116 0.094
Si 0.072 -0.0676 0.2634
O 0.0053 0.025 0.7235
O -0.0305 0.0097 0.5782
O 0.0721 -0.0611 -0.471
O 0.0017 0.0256 -0.4916
O -0.0923 0.1467 -0.3986
O -0.0398 0.0648 -0.5683
O 0.0166 -0.0034 0.56
O -0.0735 0.0194 0.649
O 0.0379 0.0686 -0.1311
O -0.1064 0.042 -0.091
O -0.024 -0.0357 0.0426
O 0.0689 -0.0806 -0.4037
O -0.025 -0.0229 -0.2569
O -0.0108 0.0948 0.0416
O -0.0874 0.0203 -0.1601
O 0.0435 -0.0265 0.0285
O 0.0728 -0.0433 -0.0006
O 0.0302 -0.017 0.0935
O -0.0071 0.0445 0.0973
O -0.0329 0.0594 0.117
O -0.0036 -0.0026 0.1094
O 0.0381 -0.0009 0.1778
O 0.027 0.0143 0.0595
O -0.0081 -0.0342 0.0696
Si -0.0312 -0.0492 0.1289
Si 0.0371 0.064 0.0478
Si 0.0056 0.0291 0.0184
Si -0.0697 0.0889 0.2307
Si -0.0445 0.0001 0.0508
Si -0.0411 0.0809 0.0909
Si -0.0883 -0.0417 0.1153
Si -0.0697 -0.0032 -0.0246
Si -0.0939 0.0598 0.2219
Si 0.1675 0.0254 -0.0204
Si -0.0148 0.0082 0.0741
Si -0.0383 0.0425 -0.0261
Si -0.1401 0.1425 -0.1061
Si -0.0081 -0.1548 0.2316
Si -0.0733 0.0955 0.3874
Si 0.1418 -0.0221 0.1939
Si -0.0837 0.0433 0.0914
Si 0.154 -0.0873 -0.0098
Si -0.1247 -0.0253 -0.0634
Si 0.0312 0.0171 0.1157
Si 0.032 0.0122 0.1928
Si -0.0024 -0.0982 -0.1713
Si 0.175 0.1025 0.1633
Si 0.0316 0.0629 0.0954
Si -0.0109 0.051 0.129
Si 0.0405 -0.1041 0.1158
Si -0.0276 -0.0097 -0.0415
Si 0.086 0.0314 0.1141
Si -0.0527 -0.0055 -0.1291
Si 0.1024 -0.0473 -0.0785
As 0.3792 0.3178 0.3487
Si 0.0767 0.0444 -0.2972
Si 0.1189 -0.0212 0.1663
Si 0.225 0.0823 0.1017
Si -0.0485 0.0195 0.1639
Si 0.1109 -0.0481 0.1133
O 0.009 -0.0067 -0.0292
O 0.0155 0.0297 -0.0022
O -0.0295 0.0143 -0.0612
O 0.0015 -0.0846 -0.0139
O -0.0285 -0.0043 -0.0427
O 0.0525 -0.1131 -0.0603
O 0.0303 -0.0038 -0.0718
O -0.0628 0.0512 -0.0516
O -0.0333 0.0074 -0.0754
O -0.0006 -0.0647 -0.1166
O -0.0301 -0.0014 -0.0762
O -0.0124 0.0083 -0.0647
O 0.0175 -0.016 -0.0032
O -0.035 0.0265 -0.0666
O -0.0917 -0.0126 -0.0511
O -0.0379 -0.0509 0.0216
O -0.0038 0.0138 -0.0164
O -0.3466 -0.4744 -0.3464
O 0.0466 0.0434 -0.093
O -0.038 -0.0524 -0.1008
O 0.1217 0.0763 0.1785
O -0.0136 -0.0104 -0.0343
O 0.0711 0.0164 0.0081
O 0.0462 0.0126 -0.0304
O 0.0457 0.0612 0.091
O 0.0344 -0.0288 -0.0529
O -0.0466 0.0413 -0.0417
O 0.013 -0.0355 -0.0116
O 0.0354 -0.0032 -0.0356
O -0.0224 -0.0276 -0.0025
O -0.0145 -0.0086 -0.1029
O 0.0338 -0.038 -0.184
O -0.0742 0.1046 0.0061
O 0.0075 0.0096 -0.0467
O 0.0365 -0.0389 -0.0358
O -0.0295 0.0318 0.014
O -0.0059 -0.0193 -0.009
O 0.0169 -0.0196 -0.0086
O 0.0313 -0.036 0.0007
O -0.1083 0.0134 0.017
O -0.1058 -0.0851 -0.1163
O 0.0457 -0.004 -0.0249
O 0.0589 -0.0362 -0.0584
O -0.0785 -0.0606 -0.087
O 0.0464 0.0142 0.0154
O -0.019 0.0007 -0.022
O -0.0786 -0.0897 0.1002
O 0.053 -0.0493 -0.0479
O -0.0703 -0.0051 0.0792
O -0.0863 0.0058 -0.0443
O 0.0905 -0.1243 -0.1224
O -0.0342 0.0056 -0.0587
O -0.0257 0.0127 -0.0205
O 0.0186 -0.0196 0.0361
O -0.0198 0.0848 -0.0245
O -0.0019 0.0321 -0.0856
O 0.0004 0.0433 -0.0271
O -0.062 0.0612 -0.0261
O -0.0186 0.0226 -0.0071
O -0.1413 0.014 -0.3073
O 0.0582 0.0377 0.0932
O -0.0762 0.068 -0.0972
O -0.0362 -0.0322 -0.0505
O -0.004 -0.0456 0.0147
O -0.046 0.032 -0.0492
H -0.0143 -0.0236 0.1116

The program warned: the cutoff lies below the one the program advises for these potential files; the exchange-correlation potential is rough where the density is thin.
